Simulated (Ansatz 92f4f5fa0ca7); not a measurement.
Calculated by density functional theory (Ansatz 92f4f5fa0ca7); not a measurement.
Periodic cell of 215 atoms, Si132O82P1, from a study of silicon, its oxide and their interface. The atomic structure is a simulated model.
Doubt: the cutoff is far below the 930 eV that the study's wrapper takes by default for these files, so forces and energies are approximate.
This geometry differs little from another in the collection (a relaxation step or a small displacement).

Settings: functional PBE; potential files Ansatz PAW; basis plane waves; wave-function cutoff 580 eV; density cutoff ratio 5; exchange-correlation grid ratio 1; k mesh 1 x 1 x 1, Gamma-centred; self-consistency stop 5e-08 eV per atom in the density residual; occupations fixed; spin none; net charge +1 e, with a uniform compensating background and no finite-size correction.

Cell vectors (angstrom)
a 10.938 0 0
b 0 10.938 0
c 0 0 31.5432

Atoms and the computed forces on them: element, x, y, z (angstrom), force x, y, z (eV/angstrom)
Si 10.4357 0.5762 24.3439 -0.0019 -0.004 0.0225
Si 6.0481 10.5037 24.1288 0.0033 -0.0042 0.0265
Si 2.1294 3.2511 24.0707 0.001 0.0065 0.0265
Si 8.7021 2.2528 24.3101 -0.0014 -0.0065 0.0267
Si 0.4973 5.0547 24.1545 0.0062 -0.0068 0.0279
Si 5.0527 5.8981 24.1984 0.0033 0.0102 0.0247
Si 3.3957 7.6515 24.1684 0.0027 0.0023 0.0267
Si 7.8356 8.8288 23.9691 -0.0074 0.0001 0.0272
Si 1.3475 1.4824 25.4457 0.0056 -0.0044 -0.008
Si 6.9073 1.2905 25.5059 -0.002 0.0017 -0.0085
Si 4.0263 4.0994 25.314 0.0034 -0.0016 -0.0033
Si 9.667 4.0957 25.4127 -0.0043 0.0052 -0.009
Si 1.4935 6.8155 25.3607 -0.0012 0.0037 -0.007
Si 6.9131 6.958 25.2418 0.0021 -0.001 -0.0025
Si 4.2424 9.5464 25.3503 0.0001 0.0019 -0.005
Si 9.5191 9.6296 25.4404 0.0037 -0.0006 -0.0084
Si 2.7776 0.0072 26.6374 -0.0043 -0.0001 -0.0001
Si 8.2129 -0.0385 26.9441 0.0087 0.0079 0.0207
Si 0.005 2.7555 26.9041 0.004 0.0017 0.0268
Si 5.4487 2.7404 26.6595 -0.0006 0.0021 0.0001
Si 2.7715 5.451 26.8231 0.0008 -0.0029 0.0194
Si 8.2257 5.5197 26.6223 -0.0021 -0.0017 0.0015
Si 0.0449 8.2121 26.647 0.0003 0.0016 -0.0006
Si 5.5674 8.2113 26.7975 -0.0021 -0.0041 0.0169
Si 4.1182 1.3604 28.0551 -0.0013 -0.0017 -0.0043
Si 9.5872 1.3616 28.2572 0.0018 0.0041 -0.0066
Si 1.3933 4.1206 28.2227 -0.0089 -0.0011 -0.01
Si 6.8368 4.1356 28.0166 0.0002 0.0038 -0.007
Si 4.1676 6.8309 28.1595 -0.0036 -0.0056 -0.011
Si 9.5913 6.8571 28.035 0.0027 -0.0021 -0.0053
Si 1.3947 9.5914 28.0405 0.0026 0.001 -0.0077
P 6.8533 9.5404 28.2347 -0.0029 -0.0024 -0.0146
Si 0.0617 -0.021 29.5266 -0.0049 0.0049 0.0022
Si 5.4593 0.0064 29.4896 0.0045 -0.0028 0.0053
Si 2.7747 2.7049 29.5208 -0.0049 0.0053 0
Si 8.1729 2.7824 29.4724 0.0057 -0.0065 0.0055
Si -0.0193 5.5102 29.4938 0.0083 -0.0054 0.0016
Si 5.5105 5.4429 29.5029 -0.002 0.0056 0.0008
Si 2.7443 8.2175 29.4423 0.0035 -0.0029 0.0066
Si 8.2487 8.1738 29.5235 -0.0042 0.0022 0.0002
Si 1.399 1.3613 30.904 0.0038 -0.0046 -0.005
Si 6.8388 1.3787 30.8354 -0.0034 0.0029 -0.0023
Si 4.1256 4.0878 30.882 0.0058 -0.0033 -0.0036
Si 9.5569 4.1236 30.8409 -0.0052 0.0031 -0.0054
Si 1.3746 6.8604 30.8273 -0.0044 0.0045 -0.0042
Si 6.8515 6.814 30.8906 0.0018 -0.0061 -0.0016
Si 4.0992 9.5588 30.8407 -0.0038 0.0029 -0.0027
Si 9.6006 9.571 30.8903 0.0049 -0.0025 -0.0005
Si 2.7618 -0.0218 0.7108 0.0045 -0.0059 0.0027
Si 8.1833 0.0059 0.6745 -0.0038 0.0055 -0.0003
Si -0.0255 2.7512 0.6712 -0.0057 0.0046 -0.0004
Si 5.4727 2.7014 0.7036 0.0067 -0.0046 0.002
Si 2.7139 5.4788 0.6622 -0.0043 0.0055 -0.0011
Si 8.2271 5.4452 0.7211 0.0022 -0.0036 0.0021
Si 0.0276 8.1737 0.7055 0.0055 -0.0027 0.0022
Si 5.466 8.2112 0.68 -0.0036 0.0056 -0.002
Si 4.1214 1.3334 2.0825 -0.0018 0.0015 -0.011
Si 9.5314 1.3848 2.0328 0.0043 -0.0089 -0.0029
Si 1.3224 4.1341 2.0447 0.004 -0.0045 -0.0025
Si 6.8541 4.0521 2.0696 -0.0058 0.0043 -0.0111
Si 4.0701 6.856 2.0272 0.0074 -0.0047 -0.0039
Si 9.6081 6.8005 2.077 -0.0054 0.0057 -0.0061
Si 1.3869 9.5469 2.0734 -0.0042 0.0016 -0.0112
Si 6.8264 9.5732 2.0663 0.0009 -0.0007 -0.0038
Si -0.0454 -0.0098 3.3396 0.0048 0.0102 0.0189
Si 5.4707 -0.0222 3.5053 -0.0007 0.0015 0.002
Si 2.6895 2.7239 3.337 0.0075 0.0033 0.0336
Si 8.1917 2.689 3.5075 -0.0021 -0.0012 0.0046
Si -0.0132 5.4577 3.533 -0.0061 0.0054 0.0043
Si 5.4482 5.466 3.321 -0.0058 -0.0061 0.0219
Si 2.7415 8.19 3.4938 -0.0023 0.0022 0.0038
Si 8.227 8.1828 3.3784 0.0039 -0.0114 0.0207
Si 1.2898 1.3661 4.6767 -0.0052 -0.0015 -0.0355
Si 6.8425 1.3017 4.9264 0.0017 -0.0012 0.0015
Si 4.0589 4.1138 4.6478 -0.0048 -0.0007 -0.0442
Si 9.5323 4.0603 4.9085 0.0035 -0.0007 -0.0008
Si 1.3565 6.8659 4.9061 0.0022 -0.0025 0.0021
Si 6.8351 6.7941 4.6819 0.0006 0.0069 -0.0275
Si 4.1031 9.5568 4.9014 0.0024 -0.0031 0.0023
Si 9.5765 9.5653 4.7478 -0.0059 0.0002 -0.0196
Si 2.6133 0.0391 6.1077 0.0089 -0.0061 0.0115
Si 8.2307 -0.1374 6.2712 -0.003 0.0019 0.0086
Si -0.0222 2.6437 6.2033 -0.0026 0.0004 0.0129
Si 5.3728 2.7655 6.0755 0.0084 -0.0111 0.0087
Si 2.7512 5.4252 6.1442 -0.0037 0.0048 0.013
Si 8.09 5.436 6.1859 0.002 -0.0057 0.0062
Si -0.0054 8.2965 6.2398 0.0049 -0.0029 0.0009
Si 5.5668 8.1424 6.153 -0.0025 0.004 0.0125
Si 3.4695 1.9384 7.1833 -0.0019 0.0048 -0.0088
Si 10.0203 0.8265 7.4802 0.0019 0.002 -0.0217
Si 1.7655 3.6551 7.3566 0.0028 -0.0027 -0.0264
Si 6.2045 4.5214 7.3905 -0.0006 0.0042 -0.0168
Si 4.6361 6.3063 7.262 -0.0017 -0.0002 -0.0189
Si 9.1631 7.1856 7.3306 -0.0062 0.0085 -0.0132
Si 0.8913 10.1551 7.5303 -0.0063 0.0017 -0.0168
Si 7.4104 8.8835 7.4941 -0.0007 0.0016 -0.0248
O 4.5671 6.6108 8.8819 -0.01 0.0082 0.0235
O 1.38 3.976 8.939 -0.0054 0.0133 0.0272
O 9.7479 6.5426 8.7405 0.007 -0.0068 0.0254
O 1.3018 10.1087 9.1537 0.0124 -0.0035 0.0219
O 6.0631 4.2161 9.0235 0.0023 -0.0153 0.0287
O 3.6965 1.6163 8.7706 0.0206 -0.0152 0.0372
O 7.1347 8.9684 9.1362 -0.0079 0.0129 0.0326
O 9.6445 1.078 9.0736 -0.0126 0.0047 0.0251
O 8.1925 2.5025 22.7678 -0.0101 0.0096 -0.0339
O 10.9745 5.5553 22.65 -0.0055 0.0119 -0.0316
O 5.6278 0.1093 22.6383 -0.01 0.0156 -0.0327
O 5.3135 5.4345 22.6391 0.0096 -0.01 -0.0323
O 2.1567 2.8062 22.4766 0.0052 -0.013 -0.0297
O 3.3481 7.8957 22.5292 -0.0145 0.006 -0.0319
O 8.395 8.7324 22.4068 0.0137 -0.0014 -0.0298
O -0.1846 11.1915 22.769 0.0126 -0.0119 -0.0313
Si 2.1535 2.9653 12.8901 -0.0036 0.0015 0.0009
Si 8.6787 1.3119 10.3652 -0.0023 -0.0029 -0.0079
Si 1.064 4.4982 15.3465 0.0034 -0.0051 -0.0018
Si 7.5419 5.5821 12.1996 -0.0043 0.0011 0.0013
Si 2.4261 8.1867 21.215 0.002 -0.0106 0.0109
Si 5.411 7.7893 12.467 0.0019 0.0006 -0.0022
Si 9.2621 0.4509 15.5025 0.0039 0.0052 -0.0035
Si 2.9112 -0.0401 16.6565 0.0048 -0.0015 0.0022
Si 10.4653 1.1546 12.6113 -0.0001 -0.0035 0.0046
Si 7.7587 2.8249 21.2385 0.0021 -0.0084 0.0064
Si 9.1261 8.7793 14.4638 0.0028 -0.0042 -0.0001
Si 1.4684 4.7723 10.364 -0.0006 -0.0062 -0.0086
Si 4.484 9.4801 19.1258 0.0031 0.0036 0.0009
Si 11.0837 6.0969 21.1118 0.0035 0.0068 0.0065
Si 6.6146 10.4453 14.847 -0.0009 -0.0004 0.0026
Si 5.3862 0.7333 21.1553 0.0063 -0.01 0.0041
Si 2.3412 9.8042 10.3921 -0.003 0.0072 -0.0038
Si 0.4263 10.6291 21.385 -0.0105 0.0061 0.0044
Si 5.8557 5.2587 21.1201 -0.0027 0.0001 0.0124
Si 3.6358 7.0828 10.11 0.0074 -0.0075 -0.0061
Si 9.0455 5.6841 14.8386 -0.0058 -0.0027 0.0009
Si 3.6603 4.0882 19.09 0.0023 -0.0062 0.0028
Si 10.0358 3.6581 19.3296 -0.0047 0.0032 -0.0018
Si 4.2545 8.6685 15.3559 0.0009 0.0001 -0.0031
Si 0.4487 1.915 17.1602 -0.0012 0.0022 -0.0017
Si 6.7971 7.5305 19.2303 0.0031 0.0047 -0.0029
Si 5.2608 3.6215 16.7408 -0.0022 -0.0009 -0.0019
Si 7.7882 5.0044 17.5237 0.0049 0.0049 -0.0014
Si 6.6554 9.9266 10.3725 -0.0028 -0.0014 -0.0157
Si 4.3757 1.0505 10.1092 -0.0014 0.0048 -0.0179
Si -0.039 9.085 11.9102 0.0037 -0.001 0.0046
Si 9.1099 8.6289 20.9194 0.0008 0.0063 0.0051
Si 4.5544 1.665 14.5792 -0.0046 0.0011 0.0014
Si 2.445 2.0869 21.036 -0.0086 -0.0041 0.0079
Si 6.3275 3.3392 10.3768 0.0026 0.0033 -0.0102
Si 3.4337 5.9174 16.7299 0.0024 -0.0036 -0.0021
Si 9.8779 6.5353 10.3592 0.0007 -0.0064 -0.0056
O 0.1182 2.6176 18.5977 0.0055 -0.0067 0.0005
O 2.9229 9.6334 15.5826 -0.0004 -0.002 -0.0023
O 10.8769 4.8023 20.1496 -0.0048 -0.0143 -0.0024
O 7.5789 2.4123 9.9287 -0.0005 0.0018 0.0026
O 10.9232 5.3419 10.8042 -0.0025 0.001 -0.0062
O 6.5938 6.7395 12.8599 0.0016 -0.0002 -0.0078
O 10.3192 8.0591 10.7816 0.0047 0.0101 -0.0015
O 7.6632 9.4542 13.9983 -0.0001 0.0008 -0.003
O 8.409 6.2085 10.9717 -0.01 -0.0055 0.0015
O 5.3589 10.4741 20.0728 -0.0076 -0.0114 -0.0007
O 2.1623 3.7312 11.4306 0.0034 -0.0077 0.0057
O 7.9776 8.5437 19.75 -0.0121 -0.005 -0.0033
O 6.2157 6.7282 20.5352 0.0031 0.006 0.0007
O 5.5099 2.714 15.4111 0.0002 -0.0005 -0.0007
O 1.2924 0.934 20.7207 0.005 0.0038 0.0076
O 6.043 9.0553 11.6159 -0.0074 -0.0099 0.0013
O 4.6235 4.9894 16.1163 -0.0018 0.0025 0.0013
O 6.5959 3.9019 17.6417 -0.0033 -0.0023 0.0036
O 10.5178 10.6629 11.8198 0 0.0053 -0.0033
O 5.5796 0.4953 13.9913 0.0006 0.0003 -0.0028
O 8.035 5.0706 15.9329 0.004 0.0006 -0.004
O 9.7305 9.8124 15.5855 0 -0.0013 0.0017
O -0.3909 5.159 15.1209 0.0004 0.0009 0
O 1.5934 6.8244 20.8403 -0.0014 -0.0001 0.0099
O 1.5005 0.6379 17.1835 0 0.0002 0.0033
O 6.5937 1.7697 20.7912 0.0021 0.0031 0.01
O 1.013 1.7859 12.835 -0.003 -0.0021 -0.0047
O 3.2517 5.5028 18.3298 -0.0005 0.0054 0.0001
O 9.5287 2.0103 11.5827 0.0062 -0.0005 -0.0014
O 1.0042 3.1024 16.1911 0.0001 0.0044 0.0001
O 8.5801 5.142 13.3755 0.0034 0.0011 0.0031
O 10.273 8.5682 13.3158 -0.0065 0.0008 0.0044
O 1.4446 9.3977 21.6823 0.001 0 0.0029
O 10.0775 9.9396 20.6026 -0.0026 -0.0029 0.0072
O 3.1769 0.2088 10.8769 0 -0.002 -0.0068
O 5.074 2.3574 10.8299 0.0014 -0.0038 -0.0102
O 1.7422 4.1465 13.9198 -0.0035 0.0032 0.0038
O 7.912 10.8691 10.8436 -0.0006 0.0048 -0.0079
O 9.1264 4.4652 18.2558 -0.0075 0.0041 -0.0003
O 5.6336 9.495 15.771 0.0012 0.0003 0.0024
O 5.5254 -0.0315 9.7318 -0.0034 0.0067 0.0048
O 3.5937 2.3051 13.3935 0.0028 -0.001 -0.002
O 1.98 5.6388 16.0568 -0.0026 -0.0005 -0.0011
O 9.7105 1.0491 14.0468 -0.0014 -0.0015 0.0029
O 4.3925 6.9387 11.5289 0.0091 0.003 0.0049
O 4.7434 4.4861 20.2374 -0.0127 -0.0052 -0.0045
O 9.9474 1.3358 16.6596 -0.0019 -0.0033 0.0025
O 6.6638 4.3183 11.6417 0.0045 0.0073 -0.0017
O 5.5843 8.403 18.5703 -0.002 0.0005 0.0047
O 9.0898 2.7415 20.3062 0.0095 0.0059 -0.0012
O 3.6034 1.1356 15.7863 0.0009 0.0004 0.0007
O 4.2214 3.0783 17.9104 0.0054 0.0012 -0.0023
O 9.9361 7.2246 20.8785 0.0006 -0.0024 0.0078
O 3.3409 8.6584 9.8133 -0.0026 0.0021 -0.0031
O 3.9321 7.4264 16.3713 -0.0008 0.0004 0.001
O 7.6284 0.4781 15.704 0.0002 -0.0007 0.0016
O 8.9115 7.2946 15.0512 0.0002 0.0006 -0.0004
O 3.9252 1.4321 21.146 0.002 0.0009 0.0083
O 1.5888 9.1367 11.6965 -0.0093 -0.0018 -0.0013
O 2.3221 6.1429 10.1616 0.0002 0.0009 -0.0047
O 7.3552 6.4587 18.1352 0.0031 -0.0096 -0.001
O 7.2141 4.3587 21.1464 -0.0013 0.0021 0.0076
O 4.5432 8.2409 13.7902 -0.0033 0.0026 0.004
O 3.3409 8.6559 19.9638 0.0134 0.0072 -0.0059
O 2.4911 3.2411 19.8715 0.0052 0.0139 -0.0043
O 3.7359 10.3653 17.9755 -0.007 0.0034 -0.0044

Results
free energy: -131310.975 eV
free energy less fixed offsets of O -568.88, P -755.39, Si -635.61 eV per atom: -6.905 eV

The program warned: the cutoff lies below the one the program advises for these potential files; the exchange-correlation potential is rough where the density is thin.
